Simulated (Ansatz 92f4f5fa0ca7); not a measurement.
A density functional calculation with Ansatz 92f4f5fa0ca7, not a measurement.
Periodic cell of 223 atoms, Si132O90P1, from a study of silicon, its oxide and their interface. The atomic structure is a simulated model.
Doubt: the cutoff is far below the 930 eV that the study's wrapper takes by default for these files, so forces and energies are approximate.

Settings: functional PBE; potential files Ansatz PAW; basis plane waves; wave-function cutoff 580 eV; density cutoff ratio 5; exchange-correlation grid ratio 1; k mesh 1 x 1 x 1, Gamma-centred; self-consistency stop 5e-08 eV per atom in the density residual; occupations fixed; spin none; net charge +1 e, with a uniform compensating background and no finite-size correction.

Cell vectors (angstrom)
a  10.938  0  0
b  0  10.938  0
c  0  0  32.1988

Atoms and the computed forces on them: element, x, y, z (angstrom), force x, y, z (eV/angstrom)
Si  10.5933  0.2215  24.8718  0.0372  -0.0558  -0.1625
Si  5.7435  10.6733  24.75  -0.0291  0.0461  -0.2118
Si  2.4854  2.9117  24.6492  0.0335  -0.0352  -0.2059
Si  8.4346  2.4566  24.8318  -0.0476  0.0449  -0.215
Si  0.2806  5.1612  24.7652  -0.0258  0.032  -0.213
Si  5.1636  5.7437  24.6987  0.0196  -0.0253  -0.1995
Si  2.9417  8.0019  24.6024  -0.0338  0.0215  -0.1938
Si  7.9445  8.4324  24.7395  0.05  -0.0413  -0.1949
Si  1.3338  1.3791  26.0458  -0.002  0.0174  0.0139
Si  6.8494  1.307  26.1239  0.0145  -0.0163  0.056
Si  4.0512  4.1007  25.9953  -0.0104  0.0099  0.034
Si  9.6111  4.0545  26.0926  0.0046  0.0024  0.0285
Si  1.4022  6.824  26.0062  0.0141  0.0127  0.0403
Si  6.7747  6.8492  26.0349  -0.0002  0.0142  0.0151
Si  4.106  9.5316  26.0051  -0.0016  -0.0035  0.0189
Si  9.4712  9.5658  26.1529  -0.0281  0.0097  0.0457
Si  2.7326  -0.0098  27.356  -0.0046  -0.0058  -0.0746
Si  8.1632  -0.0232  27.5628  -0.0191  -0.0175  0.1011
Si  0.0159  2.7163  27.4962  0.0073  0.0046  0.0802
Si  5.4452  2.7416  27.3748  -0.0048  -0.0062  -0.0686
Si  2.7352  5.4651  27.4364  0.0014  0.0082  0.0142
Si  8.1897  5.4688  27.3649  0.001  -0.0125  -0.07
Si  -0.0013  8.1805  27.3835  -0.0014  -0.0154  -0.0682
Si  5.4451  8.1982  27.455  -0.0179  -0.0167  0.0449
Si  4.0811  1.3651  28.7472  0.0245  0.0017  0.0665
Si  9.5819  1.3537  28.864  -0.0436  -0.0148  -0.1328
Si  1.3725  4.1139  28.8291  -0.0096  -0.0509  -0.0912
Si  6.8289  4.1033  28.745  0.008  -0.0154  0.069
Si  4.1022  6.8176  28.8177  -0.0121  0.0056  -0.0606
Si  9.5581  6.8212  28.754  0.0028  0.0367  0.0507
Si  1.3714  9.5643  28.7413  -0.0304  0.0012  0.0668
Si  6.7804  9.5429  28.8797  0.1081  0.0319  -0.1502
Si  0.0207  -0.0269  30.1733  0.0422  -0.0213  0.0142
Si  5.4278  0.0132  30.173  -0.0594  0.0451  0.0203
Si  2.7401  2.7275  30.1628  -0.0029  -0.0119  0.0073
Si  8.1898  2.747  30.1523  -0.0205  0.0296  0.0045
Si  -0.0191  5.4707  30.1541  -0.029  0.0272  0.0046
Si  5.4821  5.455  30.1636  0.0191  -0.0074  0.006
Si  2.7228  8.2062  30.1406  0.0014  0.0254  -0.0077
Si  8.2074  8.1786  30.1711  0.0043  -0.0306  0.0197
Si  1.3725  1.3605  31.5401  0.0177  -0.0207  -0.011
Si  6.822  1.3802  31.513  -0.0083  -0.013  -0.0047
Si  4.1121  4.0906  31.5325  0.0049  0.0132  -0.0069
Si  9.5608  4.1029  31.5255  -0.0065  0.0034  -0.0041
Si  1.3527  6.8473  31.5009  0.0049  0.0099  -0.0157
Si  6.8455  6.8179  31.548  -0.0018  0.0153  0.0104
Si  4.0738  9.5725  31.5321  0.0096  -0.021  0.0207
Si  9.5792  9.5527  31.5352  -0.0207  -0.0071  -0.0106
Si  2.7318  -0.001  0.7223  -0.0197  0.0131  -0.0113
Si  8.1914  0.0064  0.6704  0.0034  0.0047  -0.0454
Si  -0.0095  2.7364  0.6972  -0.0176  0.0047  -0.032
Si  5.4778  2.7308  0.7124  -0.0048  0.003  -0.0083
Si  2.7306  5.4943  0.6643  0.0215  0.0042  -0.0526
Si  8.2162  5.4531  0.72  -0.0126  0.0104  -0.0082
Si  0.0124  8.1892  0.705  -0.0079  0.0033  -0.009
Si  5.4642  8.2115  0.698  -0.0091  0.004  -0.0218
Si  4.1107  1.3669  2.0804  0.0595  -0.058  -0.0414
Si  9.5467  1.3635  2.0524  -0.0094  -0.0202  -0.0204
Si  1.3647  4.1394  2.0246  -0.042  0.0281  -0.0407
Si  6.8469  4.0914  2.0843  -0.0175  0.0051  -0.0184
Si  4.0948  6.8357  2.0613  0.0248  0.0411  -0.0278
Si  9.5781  6.8359  2.0725  -0.0168  0.0156  -0.0365
Si  1.3731  9.5553  2.0767  0.0583  -0.0517  -0.0352
Si  6.8239  9.6077  2.056  -0.058  0.0097  -0.0447
Si  -0.0454  -0.0378  3.3859  0.0832  0.1017  0.1111
Si  5.4785  0.0212  3.4854  -0.0588  -0.0082  -0.1172
Si  2.7663  2.8196  3.3594  -0.0809  -0.1673  0.1658
Si  8.1632  2.6766  3.4652  0.067  0.0853  -0.0741
Si  0.0341  5.4913  3.4418  -0.0337  -0.0172  -0.0591
Si  5.4716  5.4701  3.4135  0.0397  0.0325  0.0197
Si  2.7665  8.217  3.4614  -0.0475  -0.014  -0.1045
Si  8.2003  8.2381  3.3747  0.0032  -0.062  0.1114
Si  1.4146  1.3535  4.6252  -0.1496  0.17  -0.1619
Si  6.7928  1.3772  4.9145  -0.0578  0.0331  0.0174
Si  4.1438  4.0977  4.8056  0.0375  0.0673  -0.0991
Si  9.5412  4.1115  4.7338  0.0289  -0.047  -0.0341
Si  1.3971  6.8588  4.8188  -0.0197  0.0839  -0.0172
Si  6.8307  6.8863  4.7308  0.0358  -0.007  -0.0813
Si  4.1284  9.5825  4.8467  -0.0035  0.0429  0.0384
Si  9.5336  9.5632  4.7995  -0.041  -0.0403  -0.1139
Si  2.7469  0.0953  6.112  0.0228  -0.0301  -0.1243
Si  8.1501  -0.035  6.2202  0.0996  0.0097  0.0765
P  -0.0002  2.6775  5.9331  0.1456  -0.0939  0.2263
Si  5.435  2.7587  6.31  -0.0183  -0.0436  0.0576
Si  2.7974  5.5022  6.1381  0.0046  -0.0823  0.0471
Si  8.1664  5.4861  6.0892  0.0473  -0.0027  -0.0836
Si  -0.0051  8.2088  6.1539  0.0007  -0.0299  0.0186
Si  5.5266  8.2282  6.2156  0.0435  -0.01  -0.0387
Si  3.7798  1.609  7.611  0.1813  -0.0765  0.2961
Si  9.7709  1.2024  7.3646  0.0449  -0.3255  0.3676
Si  1.5647  3.8164  7.1915  0.0844  0.0558  0.5857
Si  6.618  4.4384  7.5007  -0.0728  -0.0064  0.3181
Si  4.3905  6.6602  7.5233  -0.1407  0.038  0.335
Si  9.3641  6.9781  7.4178  0.0052  0.0731  0.2023
Si  1.097  9.9426  7.3056  0.0216  -0.048  0.1935
Si  7.1377  9.251  7.6611  -0.0247  0.1176  0.3874
O  8.3293  8.1551  7.871  0.0062  -0.0911  -0.0648
O  2.5693  2.7173  7.8918  -0.0115  -0.0191  -0.1685
O  9.528  1.3424  24.2659  -0.0055  0.0144  0.1101
O  4.0595  6.8585  24.1349  -0.0025  0.0078  0.0893
O  -0.0012  0.1401  7.8473  0.0551  0.0376  -0.0743
O  5.483  5.5298  8.048  0.0752  -0.0212  -0.1427
O  6.8539  9.564  24.2019  -0.0083  0.0045  0.1044
O  1.3759  4.0555  24.1749  -0.0098  0.0028  0.1048
O  3.8437  7.4847  8.8686  0.0828  -0.0635  -0.2137
O  0.6338  4.3821  8.4006  -0.0555  -0.1975  -0.2925
O  9.7885  6.2661  8.8532  -0.0426  0.0185  -0.213
O  1.9432  9.4125  8.6066  -0.1118  0.12  -0.2787
O  7.4534  3.9674  8.8474  -0.0451  0.0777  -0.2505
O  4.2297  0.9857  9.0867  -0.1669  0.0973  -0.3751
O  6.7323  9.5604  9.2249  0.0143  -0.0187  -0.4176
O  9.1815  1.9368  8.7034  0.2155  0.0665  -0.3526
O  7.7196  3.1481  23.5269  0.0872  -0.0698  0.1998
O  10.5048  5.8372  23.4542  0.08  -0.0912  0.2151
O  5.097  0.4324  23.4126  0.0698  -0.0974  0.2118
O  5.874  5.0887  23.3664  -0.0773  0.0912  0.2102
O  3.1119  2.2033  23.284  -0.0893  0.0724  0.2108
O  2.3104  8.7094  23.2279  0.0837  -0.0689  0.2048
O  8.6275  7.7464  23.4034  -0.0896  0.0695  0.1929
O  0.2558  10.3256  23.6095  -0.0839  0.1013  0.208
Si  4.3989  1.5678  22.4797  0.0007  -0.0132  -0.3229
Si  3.497  7.9212  14.0414  0.0184  -0.0227  0.2495
Si  7.1296  0.9533  14.6599  -0.0259  -0.0167  0.2228
Si  0.9557  9.3484  22.5325  -0.0208  0.0256  -0.3254
Si  1.1973  4.2714  11.8451  0.0689  -0.088  0.3894
Si  6.2746  8.9592  15.3261  -0.0094  0.0083  0.1435
Si  0.7011  1.3338  12.2824  0.015  -0.021  0.2982
Si  8.6389  4.9455  20.5169  0.0437  -0.0419  -0.1986
Si  0.3001  5.6875  9.2975  0.0254  0.1668  0.5016
Si  5.1128  3.1136  17.947  0.0175  0.0159  0.0302
Si  0.8911  3.7395  16.7348  0.0384  0.0128  0.0747
Si  10.4094  2.8369  19.2255  0.0056  -0.0176  -0.0696
Si  5.2819  1.1976  10.3441  0.0181  0.0223  0.462
Si  0.8978  0.1696  19.8557  -0.033  0.0484  -0.1685
Si  6.6446  9.4656  10.8643  0.0616  -0.0963  0.4394
Si  9.3513  9.6706  18.3305  -0.0248  -0.0164  0.0083
Si  9.3887  9.2439  12.576  0.0267  -0.0267  0.2932
Si  6.5826  3.8418  22.5944  0.0074  -0.019  -0.3
Si  2.3967  8.061  9.3732  -0.0021  0.0375  0.4436
Si  10.601  7.3604  17.0794  0.0075  -0.0193  0.0565
Si  2.5233  6.2831  16.589  0.0027  -0.0071  0.1111
Si  10.1869  4.4836  14.1619  -0.0266  0.0408  0.2282
Si  6.1515  9.1786  18.5224  0.0088  -0.0125  0.0166
Si  7.9512  2.5939  9.5596  -0.1711  -0.009  0.5531
Si  8.8972  2.1231  12.4375  0.0288  -0.0832  0.427
Si  5.3534  6.2352  18.0719  -0.01  0.004  0.0001
Si  3.936  0.5499  19.4786  0.0194  -0.0267  -0.1669
Si  4.2934  3.8439  12.0585  -0.0155  0.0922  0.3277
Si  5.5492  6.6067  12.1446  -0.0188  -0.028  0.2754
Si  8.0253  2.4918  17.2202  -0.0103  0.0247  0.058
Si  4.3711  2.479  14.9677  0.0055  -0.0365  0.2049
Si  1.5534  1.2024  15.2502  0.0228  -0.0225  0.1702
Si  1.5711  9.3762  12.0474  -0.0469  0.0702  0.3646
Si  8.0557  6.8468  13.8743  0.0084  0.0126  0.2081
Si  10.3905  9.8308  15.4906  0.0147  -0.0265  0.1705
Si  9.817  7.0071  22.5624  -0.0134  0.0027  -0.298
Si  8.1256  5.4744  17.4138  -0.0115  0.0108  -0.0093
O  6.046  7.9654  11.2947  0.0305  0.1168  -0.1675
O  6.0308  9.2035  16.9047  0.0012  -0.0003  -0.0751
O  7.7002  1.3454  13.1885  0.0605  0.0482  -0.1853
O  0.9172  1.7254  13.85  -0.0381  0.0046  -0.1994
O  9.4423  6.2454  16.8785  -0.0038  0.0007  -0.0193
O  6.7608  6.2058  13.1479  -0.0621  -0.0013  -0.1244
O  5.1443  4.6506  18.6153  0.001  -0.0111  0.0041
O  9.2358  2.1376  18.2793  0.0052  0.0029  0.0043
O  2.3806  0.0876  19.0914  -0.0092  -0.0006  0.0424
O  9.4236  10.2274  16.7711  0.0137  0.0051  -0.0575
O  2.804  4.4237  11.6982  -0.0311  0.0071  -0.12
O  5.0788  10.3142  19.1174  -0.0198  0.0231  0.0261
O  9.4377  3.2266  13.4769  -0.0314  -0.0689  -0.1504
O  0.4699  1.7599  19.9546  0.0089  -0.0104  0.0406
O  3.169  1.3552  15.0654  0.0012  0.01  -0.0582
O  8.1813  5.3741  19.028  0.0062  -0.0086  0.0799
O  3.9059  6.5903  17.3999  -0.0147  -0.0006  -0.0291
O  4.5873  3.2728  16.3915  -0.0184  -0.0173  -0.0877
O  9.0694  5.6556  14.3015  -0.0006  0.0015  -0.0751
O  5.4609  2.7559  22.1463  0.0048  0.0105  0.0993
O  10.7023  4.1523  15.6548  -0.0335  0.0076  -0.1148
O  0.3359  3.8578  18.2661  -0.0054  -0.0027  -0.0074
O  10.44  10.504  19.225  0.0319  0.0084  0.0345
O  9.6464  10.0219  14.0345  -0.0377  -0.0124  -0.1814
O  10.9132  8.1187  22.1019  0.0017  -0.0029  0.1016
O  1.1957  2.1563  16.5156  0  -0.023  -0.0513
O  9.7442  3.7422  20.4148  -0.031  0.0357  0.0635
O  8.1596  4.0212  16.6884  0.0046  -0.0039  -0.0181
O  -0.0445  9.0869  11.9152  0.0553  -0.0086  -0.1217
O  6.5968  2.4091  18.0072  0.0015  -0.0045  -0.0106
O  5.5801  10.7262  11.1821  -0.0236  0.0654  -0.1577
O  7.7624  9.5866  18.8503  0.0026  0.0019  0.0006
O  10.0482  1.0034  12.0485  -0.0212  0.0158  -0.1065
O  1.3666  6.8691  9.0105  -0.0237  -0.0653  -0.1396
O  0.618  4.7599  13.2959  0.061  -0.0048  -0.1961
O  5.7222  7.6143  18.9852  0.0021  0.0035  0.0055
O  5.2475  5.0917  11.5247  -0.0068  -0.035  -0.1225
O  2.7236  6.9748  15.127  0.0257  0.0501  -0.1246
O  0.9537  2.7004  11.4434  -0.003  0.0503  -0.1336
O  0.8721  10.6773  15.5472  0.0034  0.0142  -0.0564
O  2.383  8.5028  10.9325  0.0449  -0.0977  -0.3173
O  4.7312  2.4406  11.2882  0.0531  -0.1554  -0.2195
O  4.254  3.5181  13.6886  -0.0036  0.0558  -0.2226
O  2.2139  4.6742  16.4975  -0.0085  -0.0122  -0.0314
O  10.7147  8.2434  15.7007  -0.0055  0.029  -0.0659
O  6.9283  10.287  14.6708  0.0145  0.0234  -0.0687
O  2.3476  8.9405  13.4342  -0.0659  0.0395  -0.1624
O  8.0425  1.5152  15.9056  -0.0146  -0.0308  -0.0971
O  4.1336  6.9912  12.8645  0.0524  -0.0393  -0.142
O  4.1911  2.0015  18.7315  -0.01  -0.0174  0.028
O  7.3038  4.4116  21.2664  -0.0701  -0.036  0.1501
O  8.4314  2.895  11.0827  -0.0743  0.0349  -0.3928
O  1.1904  6.8577  17.3661  0.002  0.0015  -0.0237
O  5.67  1.585  14.7426  0.0131  0.0055  -0.0713
O  8.1296  9.7574  11.5917  -0.1193  0.0256  -0.1794
O  9.219  6.2785  21.2433  0.0358  0.0711  0.1468
O  8.9548  7.7143  12.8595  0.0224  0.0474  -0.1172
O  1.668  0.0805  11.8667  0.019  -0.0223  -0.1164
O  6.6581  6.1336  17.067  0.0112  -0.0005  -0.0141
O  7.4089  7.7976  15.0519  0.0275  -0.0403  -0.0878
O  1.2195  10.2944  21.2383  0.0043  -0.0813  0.1863
O  10.0393  8.1902  18.358  0.0032  0.0053  -0.0044
O  3.962  0.8474  21.0907  0.0211  0.0498  0.2043
O  0.3613  5.2416  10.8411  -0.0748  0.0967  -0.3174
O  6.6965  1.5676  9.612  0.1017  0.0504  -0.1748
O  4.7852  8.6966  14.6942  -0.0436  -0.0177  -0.0831

Results
free energy: -135861.478 eV
free energy less fixed offsets of O -568.88, P -755.39, Si -635.61 eV per atom: -6.368 eV

The program warned: the cutoff lies below the one the program advises for these potential files; the exchange-correlation potential is rough where the density is thin.
